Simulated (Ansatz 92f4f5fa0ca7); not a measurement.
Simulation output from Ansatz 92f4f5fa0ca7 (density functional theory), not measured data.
Periodic cell of 215 atoms, Si133O82, from a study of silicon, its oxide and their interface. The atomic structure is a simulated model.
This geometry differs little from another in the collection (a relaxation step or a small displacement).

Settings: functional r2SCAN; potential files Ansatz PAW; basis plane waves; wave-function cutoff 800 eV; density cutoff ratio 5; exchange-correlation grid ratio 1; k mesh 1 x 1 x 1, Gamma-centred; self-consistency stop 5e-08 eV per atom in the density residual; occupations fixed; spin none; net charge 0.

Cell vectors (angstrom)
a	10.938	0	0
b	0	10.938	0
c	0	0	31.5432

Atoms and the computed forces on them: element, x, y, z (angstrom), force x, y, z (eV/angstrom)
Si	10.4355	0.5649	24.3369	0.0251	-0.056	-0.358
Si	6.0254	10.4983	24.1421	-0.0495	0.0586	-0.3306
Si	2.1287	3.2417	24.0917	-0.0182	-0.063	-0.3553
Si	8.6972	2.2586	24.2913	-0.0377	0.0224	-0.3325
Si	0.4901	5.0585	24.1622	-0.0686	0.0415	-0.3227
Si	5.0459	5.8934	24.2012	0.0105	-0.1008	-0.3514
Si	3.3786	7.6505	24.16	-0.0036	0.0358	-0.4063
Si	7.8233	8.8147	23.9984	0.069	0.0341	-0.293
Si	1.3594	1.4474	25.4381	-0.0909	0.0478	0.0221
Si	6.8813	1.332	25.4545	0.0494	-0.0539	0.0101
Si	4.0312	4.0972	25.3334	0.0014	0.0592	0.0307
Si	9.6323	4.1177	25.397	0.0244	-0.0478	0.0195
Si	1.4687	6.8334	25.3594	0.023	-0.0691	0.0153
Si	6.8889	6.9315	25.2597	-0.0602	-0.0093	0.0361
Si	4.1992	9.5418	25.336	0.0495	-0.0589	0.0177
Si	9.5438	9.6156	25.4179	-0.0447	0.0684	0.0121
Si	2.7649	-0.0124	26.6965	0.0026	0.0122	-0.0053
Si	8.2057	-0.0154	26.8465	-0.0074	-0.0014	0.0303
Si	-0.0058	2.7584	26.8328	0.0205	0.0152	0.0415
Si	5.4432	2.7366	26.709	-0.0022	-0.0112	-0.0012
Si	2.7399	5.4504	26.7962	0.0044	0.0019	0.0267
Si	8.201	5.5047	26.6841	0.0316	-0.0012	-0.0031
Si	0.021	8.1941	26.7016	0.002	0.0143	-0.0066
Si	5.5137	8.191	26.7677	0.0042	0.0262	0.0247
Si	4.1018	1.3673	28.1249	0.0189	-0.0832	-0.3139
Si	9.5708	1.3673	28.1249	0.025	0.0361	0.5778
Si	1.3673	4.1018	28.1249	0.0052	0.1444	0.6229
Si	6.8362	4.1018	28.1249	-0.0872	0.1844	-0.607
Si	4.1018	6.8362	28.1249	0.2383	-0.082	0.0931
Si	9.5708	6.8362	28.1249	0.0803	0.0022	-0.4274
Si	1.3673	9.5708	28.1249	0.0875	0.0351	-0.489
Si	6.8362	9.5708	28.1249	-0.0926	-0.1834	0.6057
Si	0	0	29.4922	-0.0106	0.0945	0.0173
Si	5.469	0	29.4922	0.0033	-0.0343	0.0083
Si	2.7345	2.7345	29.4922	-0.0504	0.0227	0.003
Si	8.2035	2.7345	29.4922	0.0618	-0.0496	0.0055
Si	0	5.469	29.4922	0.0541	-0.0212	0.0237
Si	5.469	5.469	29.4922	-0.0165	0.0551	0.0203
Si	2.7345	8.2035	29.4922	0.0423	0.0059	-0.0193
Si	8.2035	8.2035	29.4922	-0.0236	0.0602	0.0197
Si	1.3673	1.3673	30.8594	0.0486	-0.0166	0.0076
Si	6.8362	1.3673	30.8594	-0.0664	0.0001	-0.0298
Si	4.1018	4.1018	30.8594	0.03	-0.0464	0.0003
Si	9.5708	4.1018	30.8594	-0.0253	0.0476	-0.0237
Si	1.3673	6.8362	30.8594	-0.0451	0.0055	-0.0261
Si	6.8362	6.8362	30.8594	0.0419	-0.0519	0.0066
Si	4.1018	9.5708	30.8594	0.0023	0.0539	-0.0243
Si	9.5708	9.5708	30.8594	0.0152	-0.0505	0.0039
Si	2.7345	0	0.6835	0.0168	-0.0351	0.0281
Si	8.2035	0	0.6835	-0.0072	0.0902	-0.0064
Si	0	2.7345	0.6835	-0.0675	0.0274	-0.0001
Si	5.469	2.7345	0.6835	0.0317	-0.0153	0.0214
Si	2.7345	5.469	0.6835	-0.0323	0.0526	-0.0053
Si	8.2035	5.469	0.6835	0.0372	-0.034	0.029
Si	0	8.2035	0.6835	0.0629	-0.0317	0.0235
Si	5.469	8.2035	0.6835	-0.0455	0.0166	-0.006
Si	4.1018	1.3673	2.0507	-0.0289	0.0272	0.0067
Si	9.5708	1.3673	2.0507	-0.0013	-0.1029	-0.0446
Si	1.3673	4.1018	2.0507	0.0554	-0.047	-0.0298
Si	6.8362	4.1018	2.0507	-0.0927	-0.0042	0.02
Si	4.1018	6.8362	2.0507	0.0685	-0.0432	-0.0362
Si	9.5708	6.8362	2.0507	-0.028	0.0375	-0.0202
Si	1.3673	9.5708	2.0507	-0.0314	0.0467	0.0247
Si	6.8362	9.5708	2.0507	0.0054	-0.0354	-0.0042
Si	0	0	3.418	-0.3408	0.016	-0.5349
Si	5.469	0	3.418	0.0189	-0.0172	0.4085
Si	2.7345	2.7345	3.418	-0.1692	0.0264	-0.5201
Si	8.2035	2.7345	3.418	0.0455	-0.2048	0.4654
Si	0	5.469	3.418	-0.0912	0.0619	0.6026
Si	5.469	5.469	3.418	-0.0619	0.151	-0.6297
Si	2.7345	8.2035	3.418	0.0677	-0.0536	0.3942
Si	8.2035	8.2035	3.418	0.2229	-0.0559	-0.2715
Si	1.3099	1.3933	4.7138	-0.0036	-0.0292	-0.022
Si	6.8566	1.3283	4.8512	-0.0337	0.007	0.0039
Si	4.0771	4.1316	4.7072	0.0042	-0.0131	-0.0388
Si	9.5555	4.0875	4.8505	-0.0109	-0.0095	0.0056
Si	1.3563	6.8668	4.8501	0.0017	-0.0042	0.0052
Si	6.844	6.8198	4.729	-0.0062	-0.0093	-0.0292
Si	4.1033	9.5701	4.8332	0.0024	0.0071	0.0064
Si	9.576	9.5751	4.7699	0.0091	-0.0031	-0.0186
Si	2.6245	0.0285	6.0829	-0.0298	0.09	0.0196
Si	8.2154	-0.1051	6.2575	0.063	-0.0252	-0.013
Si	-0.0179	2.6771	6.2085	0.0418	-0.0206	-0.0208
Si	5.4099	2.7644	6.0729	-0.0689	0.0506	0.021
Si	2.7376	5.4447	6.1609	0.0532	-0.0331	-0.0226
Si	8.1207	5.4431	6.1785	-0.0063	0.0561	-0.0272
Si	-0.0004	8.2838	6.226	-0.054	0.002	-0.015
Si	5.5397	8.1718	6.1533	0.0381	-0.0791	-0.0016
Si	3.5094	1.9087	7.1542	0.2299	-0.2734	0.611
Si	10.0194	0.8418	7.4609	-0.0437	0.0412	0.3474
Si	1.7951	3.6485	7.3801	-0.0822	0.0636	0.3723
Si	6.2354	4.5338	7.3805	-0.0369	-0.0485	0.3599
Si	4.6385	6.3166	7.266	0.005	0.0692	0.4307
Si	9.1547	7.2082	7.33	0.1011	-0.1163	0.3105
Si	0.8936	10.1495	7.5027	0.0678	0.0049	0.3205
Si	7.3862	8.9129	7.4788	-0.0706	0.003	0.3746
O	4.5684	6.6134	8.8938	-0.2589	0.0622	-0.0549
O	1.4171	3.9903	8.9679	0.1086	0.1819	-0.037
O	9.7074	6.586	8.7646	-0.0757	0.1287	0.175
O	1.2997	10.0673	9.1314	0.2167	-0.0763	0.0502
O	6.173	4.237	9.0251	0.0613	-0.2138	0.0046
O	3.903	1.3587	8.6488	0.0768	0.0676	0.5504
O	7.0662	8.985	9.1165	-0.0756	0.3892	0.213
O	9.6517	1.1034	9.0611	-0.1933	-0.0367	0.0239
O	8.3064	2.4946	22.7096	-0.12	0.0543	-0.0944
O	11.0175	5.522	22.6266	0.1116	0.0954	-0.0827
O	5.6396	0.0256	22.6069	0.0189	0.1459	-0.0845
O	5.279	5.4028	22.6362	0.1306	0.0727	-0.1067
O	2.1401	2.8173	22.481	0.0958	-0.1384	-0.0401
O	3.3103	7.8358	22.5063	-0.2317	0.0495	0.0468
O	8.3498	8.7421	22.411	0.1132	-0.027	-0.0469
O	-0.2041	11.239	22.7424	0.13	-0.1118	0.0072
Si	2.1568	3.0212	12.9035	0.0056	0.0665	-0.0157
Si	8.6863	1.2551	10.3609	-0.0118	0.0804	-0.0013
Si	1.0837	4.5136	15.3723	0.0105	0.0515	-0.0377
Si	7.5689	5.5211	12.2238	0.0405	0.0122	0.0177
Si	2.3988	8.1878	21.2132	0.0613	-0.0437	-0.0302
Si	5.4452	7.6962	12.5098	-0.0199	-0.0419	0.017
Si	9.2584	0.465	15.4998	0.0179	0.0471	0.1204
Si	2.9035	-0.0564	16.6405	0.0055	0.072	-0.0214
Si	10.4696	1.1883	12.6074	-0.0542	0.0262	-0.0536
Si	7.7705	2.8237	21.2252	0.0716	-0.0223	-0.0285
Si	9.1445	8.7972	14.4763	0.0395	-0.0828	0.0549
Si	1.4735	4.8248	10.3684	-0.03	-0.034	0.0056
Si	4.4697	9.486	19.1287	0.0399	-0.0091	-0.0324
Si	11.065	6.0956	21.1061	0.0217	-0.0701	-0.0026
Si	6.6138	10.4516	14.8505	-0.024	0.0401	0.0395
Si	5.384	0.723	21.1681	0.0264	-0.0742	-0.0376
Si	2.3348	9.8196	10.3808	0.0377	-0.0581	-0.0003
Si	0.4163	10.6311	21.3938	-0.0327	0.0214	-0.0376
Si	5.8563	5.244	21.1372	-0.0046	-0.0051	0.0056
Si	3.6526	7.1129	10.1181	0.0582	-0.0201	0.013
Si	9.0626	5.6813	14.8413	-0.0252	-0.0492	0.0533
Si	3.6724	4.0671	19.1017	-0.0286	-0.0455	0.057
Si	10.025	3.6693	19.2936	0.076	-0.0538	0.0056
Si	4.2636	8.653	15.3657	-0.0154	0.0142	0.0751
Si	0.4593	1.9211	17.1478	-0.0508	0.0009	0.0451
Si	6.7835	7.527	19.2474	-0.0234	0.0599	-0.0024
Si	5.2558	3.619	16.7365	0.0343	-0.0162	-0.0471
Si	7.7796	5.0185	17.507	-0.0197	-0.086	-0.0675
Si	6.7322	9.8526	10.4645	-0.307	0.1664	-0.1166
Si	4.3598	1.0577	10.1646	0.2778	-0.2983	-0.4645
Si	-0.0209	9.1138	11.9121	-0.0095	0.0033	-0.009
Si	9.0867	8.6231	20.9454	-0.0783	0.0197	-0.0573
Si	4.5462	1.6651	14.5714	0.0358	0.0281	0.0776
Si	2.4425	2.0789	21.0593	-0.0311	0.0595	-0.0496
Si	6.3227	3.3152	10.3609	0.0203	0.0094	-0.0077
Si	3.4387	5.9184	16.7573	-0.0097	0.0641	-0.0568
Si	9.8564	6.5688	10.3751	-0.0421	-0.0159	-0.072
O	0.1288	2.6323	18.5769	-0.2052	0.1385	-0.2142
O	2.9248	9.6164	15.5627	0.4445	0.1094	0.2761
O	10.8496	4.8109	20.126	-0.1996	0.0224	0.0412
O	7.4769	2.2497	9.9586	-0.0181	-0.0017	0.2585
O	10.9182	5.3794	10.8006	0.1156	0.2152	-0.252
O	6.5587	6.588	12.9417	0.0036	0.0566	-0.3386
O	10.2862	8.093	10.808	0.0785	-0.1182	0.1876
O	7.6734	9.4579	14.0207	0.134	0.0928	0.3554
O	8.3973	6.2308	11.014	0.1661	-0.1103	0.198
O	5.3469	10.5105	20.0317	-0.2781	0.0366	0.0976
O	2.1657	3.7995	11.4541	-0.1963	0.0568	0.1065
O	7.9668	8.5388	19.7564	-0.0562	-0.3324	0.2114
O	6.2041	6.7169	20.5448	0.0654	-0.2211	-0.2197
O	5.5005	2.7115	15.4048	-0.3679	-0.0494	0.1764
O	1.297	0.9245	20.7135	0.1093	-0.0303	0.3012
O	6.2069	8.897	11.6865	-0.0665	-0.0157	-0.232
O	4.6073	4.9833	16.1132	-0.1852	-0.1525	0.467
O	6.5999	3.9002	17.6203	-0.0598	0.3124	-0.2536
O	10.6117	10.7072	11.8153	0.0398	-0.0459	0.2533
O	5.5786	0.4965	13.9825	-0.0214	0.0068	0.4631
O	8.0038	5.1102	15.911	0.2605	0.1421	0.1952
O	9.7256	9.8267	15.6147	-0.3776	0.2088	-0.474
O	-0.3874	5.1436	15.1681	-0.0307	-0.0481	-0.0224
O	1.5481	6.8529	20.7829	-0.1812	0.19	0.254
O	1.4891	0.6254	17.1566	0.1087	0.1876	-0.1585
O	6.584	1.7751	20.8197	-0.0298	0.0468	0.2656
O	0.985	1.8756	12.862	-0.1143	0.1261	-0.0472
O	3.2689	5.4911	18.3498	0.2285	-0.3323	-0.2618
O	9.5095	2.0083	11.5698	0.0471	-0.5087	-0.0406
O	1.0471	3.0967	16.181	-0.1503	0.0745	0.0216
O	8.6465	5.1074	13.3754	-0.2011	0.343	0.0804
O	10.2971	8.6324	13.3317	-0.1592	0.2342	-0.119
O	1.4347	9.4033	21.7045	-0.0188	-0.0166	-0.2105
O	10.073	9.9194	20.6151	0.0985	-0.2214	0.3418
O	3.071	0.2845	10.8731	0.3081	-0.1584	-0.4772
O	4.9555	2.4735	10.7768	0.21	-0.3362	-0.401
O	1.7825	4.2066	13.9446	-0.1108	-0.3088	0.151
O	8.0567	10.7455	10.8512	-0.2586	0.1667	-0.2737
O	9.1395	4.4809	18.1975	-0.1525	-0.0941	0.1129
O	5.6329	9.5018	15.7732	-0.1414	0.0626	-0.405
O	5.5597	-0.0305	10.1166	-0.1714	0.1519	0.0968
O	3.5874	2.3199	13.3908	-0.1578	0.0095	0.213
O	1.9719	5.6637	16.1005	0.2239	-0.321	-0.0061
O	9.6968	1.035	14.0304	0.11	-0.1852	-0.0029
O	4.4035	6.9188	11.5373	0.095	0.3124	-0.1817
O	4.7739	4.4544	20.2265	0.037	0.1088	-0.0703
O	9.9489	1.3701	16.6361	0.243	-0.1051	-0.2523
O	6.7409	4.2393	11.6427	0.1314	0.1138	-0.2295
O	5.568	8.3979	18.5877	0.0228	0.0369	0.3503
O	9.0509	2.74	20.22	-0.1103	0.3528	0.0183
O	3.5959	1.1196	15.7689	0.1032	-0.1882	-0.1065
O	4.2248	3.0678	17.9048	0.0878	0.4894	-0.0154
O	9.8921	7.2053	20.9168	0.1287	0.1012	0.0579
O	3.4063	8.7071	9.853	-0.2598	-0.0948	0.2628
O	3.9454	7.4263	16.4006	-0.0497	-0.0691	-0.1869
O	7.6236	0.4944	15.7017	0.2097	-0.3525	-0.3773
O	8.9524	7.2971	15.0281	0.0701	-0.0241	-0.2723
O	3.9231	1.4251	21.1877	-0.0196	0.005	-0.0543
O	1.6023	9.1046	11.6757	-0.2834	0.2151	-0.3497
O	2.3095	6.2067	10.16	0.1604	-0.0825	0.0364
O	7.3367	6.4571	18.1413	-0.0482	-0.138	0.1588
O	7.2264	4.3609	21.1636	-0.2575	-0.1826	-0.0185
O	4.567	8.1925	13.8133	0.222	0.0123	0.0725
O	3.3205	8.6822	19.9705	0.0727	0.1054	0.1434
O	2.5025	3.2235	19.877	0.3365	-0.093	0.1227
O	3.7192	10.3483	17.9568	0.0112	-0.1207	-0.0733

Results
free energy: -131838.763 eV
free energy less fixed offsets of O -570.45, Si -639.56 eV per atom: -0.383 eV

The program warned: the cutoff lies below the one the program advises for these potential files; the forces do not sum to zero within the program's tolerance; empty levels may hold ghost states of the PAW files; the exchange-correlation potential is rough where the density is thin.
